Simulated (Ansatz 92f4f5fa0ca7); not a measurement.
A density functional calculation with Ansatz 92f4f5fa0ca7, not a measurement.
Periodic cell of 273 atoms, Si165O106P2, from a study of silicon, its oxide and their interface. The atomic structure is a simulated model.
Doubt: the cutoff is far below the 930 eV that the study's wrapper takes by default for these files, so forces and energies are approximate.

Settings: functional PBE; potential files Ansatz PAW; basis plane waves; wave-function cutoff 580 eV; density cutoff ratio 5; exchange-correlation grid ratio 1; k mesh 1 x 1 x 1, Gamma-centred; self-consistency stop 5e-08 eV per atom in the density residual; occupations fixed; spin none; net charge 0.

Cell vectors (angstrom)
a	11.6015	0	0
b	0	13.3963	0
c	0	0	29.8085

Atoms: element, x, y, z (angstrom)
Si	11.553	0.1828	22.8911
Si	3.9197	0.1558	23.0134
Si	7.6728	0.1237	23.1327
Si	2.0722	3.455	22.8798
Si	5.904	3.6858	22.9884
Si	9.7649	3.5344	23.0212
Si	11.6684	6.8631	23.0567
Si	3.9632	7.036	23.172
Si	7.799	6.8834	23.2236
Si	2.0396	10.2404	23.2314
Si	5.8636	10.0986	23.2815
Si	9.8515	10.0904	23.2139
Si	11.7003	2.3849	23.749
Si	4.0023	2.4041	23.7475
Si	7.792	2.4153	23.7659
Si	2.0367	5.7088	23.6911
Si	5.8392	5.8069	23.9753
Si	9.7476	5.7286	23.886
Si	11.7594	9.0291	24.0149
Si	3.9103	9.1375	24.1645
Si	7.8557	9.0836	24.0032
Si	1.9178	12.5098	23.7894
Si	5.7811	12.3758	23.9141
Si	9.6862	12.3995	23.7771
Si	11.6481	2.2959	26.1675
Si	3.92	2.3087	26.1651
Si	7.7637	2.3185	26.1776
Si	1.9863	5.6247	26.1378
Si	5.8291	5.6603	26.3156
Si	9.7207	5.6401	26.2533
Si	11.6718	8.9811	26.3428
Si	3.8906	9.0172	26.4539
Si	7.7988	9.0035	26.3359
Si	1.9304	12.3878	26.1953
Si	5.8051	12.3344	26.2754
Si	9.6905	12.3481	26.1841
Si	1.9745	1.1971	27.0138
Si	5.834	1.1867	27.0174
Si	9.6956	1.1821	26.9964
Si	11.6588	4.5112	27.0101
Si	3.8902	4.5114	27.0301
Si	7.7768	4.5236	27.0426
Si	1.9708	7.8162	27.0746
Si	5.8518	7.8845	27.087
Si	9.7217	7.857	27.0703
Si	11.6206	11.2429	27.0349
Si	3.8529	11.2727	27.073
Si	7.766	11.2411	27.0513
Si	1.9336	1.1164	29.4135
Si	5.8008	1.1164	29.4135
Si	9.6679	1.1164	29.4135
Si	0	4.4654	29.4135
Si	3.8672	4.4654	29.4135
Si	7.7343	4.4654	29.4135
Si	1.9336	7.8145	29.4135
Si	5.8008	7.8145	29.4135
Si	9.6679	7.8145	29.4135
Si	0	11.1635	29.4135
Si	3.8672	11.1635	29.4135
Si	7.7343	11.1635	29.4135
Si	0	0	0.3944
Si	3.8672	0	0.3944
Si	7.7343	0	0.3944
Si	1.9336	3.3491	0.3944
Si	5.8008	3.3491	0.3944
Si	9.6679	3.3491	0.3944
Si	0	6.6981	0.3944
Si	3.8672	6.6981	0.3944
Si	7.7343	6.6981	0.3944
Si	1.9336	10.0472	0.3944
Si	5.8008	10.0472	0.3944
Si	9.6679	10.0472	0.3944
Si	11.5673	-0.0315	2.7548
Si	3.8576	-0.0422	2.8085
Si	7.6803	-0.0855	2.7687
Si	1.9765	3.2699	2.7643
Si	5.8487	3.3288	2.7484
Si	9.6927	3.3055	2.787
Si	11.5866	6.657	2.7583
Si	3.8711	6.6386	2.745
Si	7.756	6.6658	2.7649
Si	1.9391	10.0433	2.7658
Si	5.8312	10.0456	2.768
Si	9.6895	9.9979	2.753
Si	11.6298	2.1767	3.5812
Si	3.9605	2.1932	3.5749
Si	7.7442	2.1372	3.5082
Si	1.91	5.5052	3.4819
Si	5.824	5.5613	3.5537
Si	9.6685	5.5344	3.6098
Si	11.6251	8.8923	3.5597
Si	3.8975	8.8902	3.4346
Si	7.7564	8.8942	3.5494
Si	1.8753	12.2734	3.6048
Si	5.7586	12.2232	3.73
Si	9.6343	12.2163	3.5259
Si	11.6076	2.0397	5.9487
P	3.8803	2.0844	5.8539
Si	7.6736	2.0174	5.8593
Si	1.8939	5.3683	5.8206
Si	5.8249	5.5002	5.9263
Si	9.6611	5.4581	6.0072
Si	11.6539	8.8247	5.9349
Si	3.9005	8.8399	5.7528
Si	7.7785	8.8282	5.9215
Si	1.7532	12.3194	5.9907
Si	5.6858	12.1395	6.23
Si	9.5747	12.1185	5.8834
P	1.6679	0.9671	7.2186
Si	5.7306	1.045	6.8913
Si	9.6182	0.9334	6.6496
Si	11.5709	4.2643	6.7592
Si	3.8875	4.2862	6.4871
Si	7.7197	4.2151	6.6063
Si	2.0333	7.6215	6.4958
Si	5.8229	7.7706	6.6913
Si	9.7305	7.7247	6.7442
Si	11.4569	11.0335	6.8148
Si	3.5839	10.9937	6.68
Si	7.7347	10.9957	6.8578
O	9.8806	7.9	8.4112
O	9.5647	0.8382	8.3304
O	0.5989	0.3741	8.4506
O	3.0036	10.5479	8.1782
O	5.8194	7.9169	8.356
O	5.601	1.2146	8.5742
O	3.7985	4.214	8.1317
O	7.6365	3.7378	8.2194
O	-0.0766	4.248	8.4365
O	11.0992	10.9081	8.4546
O	8.0873	10.7668	8.4938
O	2.323	7.5221	8.1081
O	11.4218	0.2071	21.2111
O	9.7643	3.6323	21.3562
O	4.1487	7.5398	21.5829
O	5.995	4.1722	21.3729
O	5.7473	9.7577	21.6462
O	2.1439	3.3738	21.1984
O	7.3611	13.4486	21.4931
O	4.0159	0.1508	21.3493
O	7.7375	6.9355	21.5703
O	2.1207	10.1778	21.5809
O	11.5453	6.9793	21.3953
O	10.1824	9.6657	21.6236
Si	11.5288	6.3758	11.2933
Si	1.5527	10.353	16.2281
Si	0.1115	3.6086	9.9286
Si	8.0835	12.8588	20.1663
Si	2.7408	10.4693	9.7763
Si	2.5699	10.39	20.0379
Si	10.3508	3.7008	19.8353
Si	0.223	12.7841	17.0697
Si	10.8154	0.6973	19.7611
Si	3.127	7.7312	16.2122
Si	0.328	6.488	19.8941
Si	9.3543	2.4937	14.2394
Si	2.8233	2.4938	10.9897
Si	5.1078	11.9622	15.3519
Si	4.9415	8.6769	20.7031
Si	3.5803	-0.4074	11.2543
Si	5.5505	8.8636	14.7885
Si	-0.2978	11.2632	10.0458
Si	9.4563	10.0161	20.2089
Si	3.4584	0.0461	19.8172
Si	7.4298	4.7008	9.5098
Si	2.3635	12.3459	14.1519
Si	6.1433	0.6213	10.0353
Si	2.7882	2.8949	19.7566
Si	5.684	4.4205	13.6127
Si	7.4552	0.1843	15.5655
Si	9.5891	11.3042	15.1828
Si	1.956	6.5438	13.5282
Si	2.7984	3.4996	13.9703
Si	11.6953	9.1669	18.3972
Si	10.863	0.7355	9.3322
Si	9.0872	7.3142	9.7112
Si	8.6234	8.5233	14.5746
Si	4.7449	7.1509	12.3288
Si	2.9606	5.6192	18.7395
Si	2.4698	7.3761	9.6998
Si	6.2425	8.4348	9.8434
Si	4.2822	4.7101	9.5936
Si	9.3022	10.4404	12.2671
Si	5.9434	13.0225	17.9494
Si	7.9737	4.9226	18.3482
Si	8.2711	5.3697	15.1761
Si	7.2915	11.0925	9.9024
Si	5.3804	4.199	19.8554
Si	0.7497	1.468	15.0019
Si	7.5546	7.5184	20.0698
Si	7.6144	2.7853	11.8028
O	3.4062	6.0416	10.0048
O	1.9131	2.6328	15.046
O	-0.809	12.8214	10.3323
O	8.3695	8.8905	19.834
O	2.4159	1.3059	19.5074
O	8.133	5.2617	16.7796
O	2.7433	11.9781	19.6825
O	7.1156	8.732	15.1521
O	1.2627	0.1609	14.1495
O	4.374	3.7727	14.3839
O	4.1483	3.3823	10.5674
O	10.9241	2.0538	14.4293
O	11.3325	4.7558	11.0395
O	10.8175	11.9848	16.0296
O	8.8907	6.8743	14.7509
O	1.6727	3.241	10.1367
O	8.3886	5.9554	9.1716
O	11.1464	2.2942	19.5149
O	5.3404	7.6115	10.896
O	11.414	7.591	18.78
O	7.8447	8.2598	10.1763
O	10.084	7.0777	10.9812
O	9.1864	4.0808	14.6805
O	8.8238	11.4679	20.5124
O	10.5314	10.3259	11.1695
O	8.3384	12.2076	15.7254
O	4.432	2.8747	19.7949
O	4.655	0.2254	18.7247
O	10.4696	10.0904	18.9423
O	6.7913	0.6737	16.998
O	0.4799	6.7181	12.8127
O	0.9942	7.0289	10.2661
O	3.1077	7.1482	12.5189
O	3.9447	9.5495	19.7578
O	6.7515	5.1501	14.6045
O	0.5265	0.8962	16.5135
O	1.5269	11.7731	17.0839
O	5.3611	8.2843	13.2948
O	3.0091	12.3846	12.656
O	6.3977	3.1839	12.8227
O	2.775	9.3044	16.5661
O	6.0009	7.8922	19.7466
O	1.9493	6.3888	19.7594
O	1.4424	9.6894	19.1246
O	9.4527	9.6731	15.4536
O	2.9488	8.8864	10.2221
O	8.8757	9.0061	13.0026
O	2.1227	7.296	14.9742
O	9.1344	3.8673	18.7742
O	4.6986	7.8717	15.7792
O	7.2034	1.623	10.7485
O	8.112	6.3635	19.086
O	5.8608	5.1162	9.6084
O	6.9843	-0.927	19.0535
O	10.907	2.1861	10.117
O	8.9324	2.359	12.6625
O	9.6954	11.4503	13.5277
O	6.5635	4.1946	18.7397
O	6.0188	10.0518	9.9721
O	1.2818	10.972	10.3077
O	5.1321	10.4449	14.7487
O	1.6815	10.8933	14.6451
O	11.357	13.0721	18.6028
O	5.4339	11.8275	16.9537
O	8.0778	11.0203	11.339
O	11.3035	5.0086	19.6277
O	8.3456	1.4478	15.0326
O	2.415	4.0397	18.6017
O	3.7253	11.6456	10.3455
O	9.1813	0.573	19.702
O	2.6899	2.6317	12.6002
O	3.6222	12.6116	15.1615
O	7.984	4.0927	10.9049
O	5.0618	0.2943	11.2258
O	4.4223	5.4862	19.4707
O	6.1751	13.0306	14.6617
O	3.0229	6.553	17.3708
O	2.6977	0.8765	10.6902
O	0.2754	9.4385	16.7801
O	5.2102	5.6083	12.5956
O	2.1074	4.949	13.7717
O	6.8394	12.6179	9.6531

Results
free energy: -166684.511 eV
free energy less fixed offsets of O -568.88, P -755.39, Si -635.61 eV per atom: 3.199 eV

Forces (eV/angstrom), in the order of the atoms: element, x, y, z
Si	-0.0021	-0.0013	-0.0004
Si	-0.0011	-0.0022	-0.0021
Si	-0.0042	-0.002	0.0008
Si	-0.0001	-0.0021	-0.0019
Si	-0.0021	0.0019	-0.0022
Si	-0.0064	-0.0029	-0.002
Si	0.0031	-0.0015	0.0003
Si	-0.0004	-0.0033	-0.0005
Si	-0.0016	-0.0034	-0.0024
Si	0.0016	-0.0006	-0.0008
Si	0.0005	-0.0016	-0.0024
Si	0.0012	-0.002	-0.0004
Si	-0.0003	-0.0035	0.0004
Si	-0.0023	-0.0026	-0.0001
Si	-0.0006	0.0012	-0.0002
Si	-0.001	0.0008	-0.0003
Si	0.0015	0.0017	0.0027
Si	-0.0032	-0.0005	-0.0014
Si	-0.0048	-0.0006	0.0007
Si	-0.0039	0	-0.0001
Si	-0.0029	-0.001	-0.0003
Si	-0.0007	0.0001	0.0012
Si	-0.0007	0.0002	0.0027
Si	0.0016	0.0008	0.0005
Si	-0.0002	0.0011	0.0009
Si	0.0016	0.0011	0.0006
Si	-0.0008	-0.0011	-0.0011
Si	0.0041	0.0006	0.0028
Si	0.0011	-0.0015	-0.0002
Si	0.008	0.0038	0.0047
Si	0.002	0.0015	0.0001
Si	0.0025	0.0002	0.0017
Si	0.001	0.0016	-0.0006
Si	0.0004	-0.0011	0
Si	0.002	0.0005	-0.0001
Si	0.0002	-0.0007	0.0006
Si	-0.0021	-0.0025	-0.0018
Si	-0.0028	-0.0013	0.0006
Si	-0.0019	0	-0.0001
Si	-0.0032	-0.0039	-0.0032
Si	-0.0009	-0.002	0.003
Si	-0.0101	-0.008	-0.0067
Si	-0.0055	0.0046	0.0003
Si	-0.0024	0.004	-0.0014
Si	-0.0045	-0.0023	-0.003
Si	-0.0003	-0.0003	-0.0001
Si	-0.0025	0.0019	-0.0037
Si	-0.0024	-0.0006	0.0006
Si	0.0688	0.1866	-0.2035
Si	0.0637	0.1346	-0.167
Si	0.0859	0.1077	-0.2485
Si	0.1217	0.0547	-0.1735
Si	-0.0658	0.0511	-0.1414
Si	0.0482	0.0327	-0.0506
Si	0.0167	-0.1881	0.2861
Si	0.1117	0.0237	0.407
Si	0.0816	-0.0072	0.1298
Si	0.0115	0.1629	-0.0968
Si	-0.0977	0.2765	0.222
Si	0.0537	0.1877	-0.0533
Si	-0.0608	-0.072	-0.0805
Si	0.021	-0.1382	0.3257
Si	-0.1894	-0.2481	0.0219
Si	0.0935	-0.2169	0.0364
Si	0.0336	-0.02	-0.1424
Si	-0.0044	-0.0536	0.1157
Si	-0.1004	0	0.0283
Si	-0.0125	-0.1272	-0.1071
Si	0.0472	-0.03	0.053
Si	-0.0359	0.0894	-0.0422
Si	0.1256	0.1128	-0.0109
Si	0.0155	-0.0929	-0.0965
Si	0.0038	0.0044	0.0058
Si	0.0133	-0.0133	0.0308
Si	-0.0031	0.0005	0.0135
Si	-0.0221	0.0147	0.0164
Si	0.0186	0.0164	0.0443
Si	-0.0175	0.0082	0.0142
Si	-0.0151	-0.0029	0.0016
Si	-0.0203	-0.0088	-0.009
Si	-0.006	0.0006	0.0037
Si	-0.0024	-0.0372	0.0239
Si	-0.0054	-0.0091	0.0068
Si	-0.0034	0.0004	-0.0005
Si	0.0393	-0.0081	-0.0407
Si	-0.0113	-0.017	-0.0795
Si	0.0006	-0.0005	-0.0056
Si	0.0231	-0.0096	0.0027
Si	0.0114	-0.0094	-0.0047
Si	0.0078	0.0019	-0.0054
Si	0.0044	-0.0072	0.0023
Si	0.0098	-0.0085	0.0014
Si	0.0095	0.0016	0.0015
Si	0.0074	0.065	-0.0347
Si	0	0.018	-0.0088
Si	-0.0114	-0.0024	0.0023
Si	-0.0391	0.0184	0.0568
P	-0.0077	-0.0047	0.1066
Si	-0.0033	0.0481	-0.0288
Si	-0.0361	-0.012	0.0076
Si	0.0358	-0.0061	-0.0172
Si	-0.0034	-0.0102	-0.0082
Si	0.0154	0.0207	0.001
Si	-0.0093	-0.0057	-0.0016
Si	-0.0128	-0.0257	-0.0149
Si	-0.0032	0.0171	0.1066
Si	-0.0012	-0.0035	0.0073
Si	0.019	0.0104	0.0011
P	-0.3815	-0.273	0.1987
Si	-0.0134	-0.0257	0.019
Si	0.0421	-0.0526	0.0457
Si	0.0775	-0.0193	-0.0098
Si	-0.034	0.0197	0.01
Si	-0.0296	0.0064	-0.0304
Si	-0.0023	-0.0115	-0.0165
Si	-0.0079	0.0168	0.0103
Si	0.0181	0.0202	0.0234
Si	-0.0297	0.0244	0.0746
Si	0.0326	0.0018	0.0005
Si	-0.0192	0.0013	0.0086
O	-0.0073	-0.0002	-0.0056
O	0.0398	0.0049	0.006
O	0.1642	0.265	-0.3142
O	-0.0106	0.018	-0.0344
O	-0.0065	-0.0051	-0.0014
O	-0.0142	0.014	0.0114
O	0.0107	-0.0124	0.0029
O	-0.0037	0.0006	0.0041
O	-0.0275	0.0028	-0.0069
O	-0.0084	-0.0141	-0.0035
O	-0.0027	0.0028	-0.003
O	0.0036	0.0028	0.0136
O	-0.0003	0	0.0013
O	0	-0.0006	0.0057
O	-0.0003	0.0007	0.003
O	-0.0003	-0.0002	0.0038
O	0.0008	0.0009	0.0021
O	-0.0011	0.0001	0.0034
O	0.0004	0.0002	0.002
O	-0.0001	0.0001	0.0026
O	0.0004	-0.0009	0.0043
O	-0.0013	-0.0005	0.003
O	-0.0012	-0.0011	0.0026
O	-0.0014	0.0005	0.0017
Si	0.0003	0.0013	-0.0026
Si	-0.0029	-0.0008	-0.0106
Si	-0.0097	-0.016	-0.0115
Si	-0.0004	-0.0018	-0.0058
Si	-0.0315	0.0207	0.0181
Si	-0.0003	-0.0007	-0.0061
Si	0.0015	-0.0007	-0.0068
Si	-0.0015	0	-0.0091
Si	-0.0001	-0.0024	-0.005
Si	-0.0046	-0.0021	-0.0065
Si	-0.0014	0.0002	-0.0046
Si	-0.0016	-0.0028	-0.0109
Si	-0.0214	0.0004	-0.002
Si	-0.0051	0.0021	-0.0082
Si	-0.0004	-0.0004	-0.0043
Si	-0.0117	-0.0123	0.001
Si	-0.0021	-0.0017	-0.0089
Si	0.0221	0.0614	-0.0286
Si	0.0011	-0.0029	-0.0052
Si	-0.0026	-0.0011	-0.0029
Si	0.008	-0.0018	0.02
Si	-0.0063	-0.0027	-0.0121
Si	0.0104	-0.0033	-0.0109
Si	-0.0009	-0.0004	-0.0053
Si	-0.0044	-0.0045	0.0014
Si	-0.0022	-0.0004	-0.0081
Si	-0.001	0.0001	-0.005
Si	-0.0088	-0.0011	-0.0069
Si	-0.0027	-0.0008	-0.0078
Si	-0.0032	-0.0022	-0.0069
Si	0.1382	-0.0693	-0.0797
Si	0.0104	-0.0035	0.007
Si	-0.0014	0.001	-0.0099
Si	-0.0014	0.0004	-0.0023
Si	-0.0012	0	-0.0053
Si	-0.0127	0.0146	-0.0068
Si	-0.0013	-0.0036	0.0001
Si	-0.0126	0.0065	-0.0003
Si	0.003	0.0022	-0.0218
Si	-0.0019	-0.0015	-0.0063
Si	-0.0025	-0.0017	-0.0077
Si	-0.0015	-0.0038	-0.0069
Si	0.0121	0.004	0.0094
Si	-0.0005	-0.0019	-0.0057
Si	-0.0038	-0.0011	-0.0083
Si	0	-0.0002	-0.0054
Si	0.0043	0.0016	0.0074
O	0.0089	-0.0217	-0.0109
O	-0.0001	-0.0017	-0.0019
O	0.0058	-0.049	-0.028
O	-0.0008	-0.0015	0.0025
O	-0.0015	-0.0002	0.0023
O	-0.0025	-0.0014	0.0046
O	-0.0008	-0.0016	0.0016
O	-0.0038	-0.002	0.003
O	-0.0017	-0.0027	0.005
O	-0.0051	-0.0003	-0.0001
O	-0.0177	-0.0063	-0.0032
O	-0.0023	-0.0028	0.0047
O	-0.0013	-0.0012	-0.0017
O	-0.0062	-0.0033	0.001
O	-0.0031	-0.0002	0.001
O	0.0245	0.008	0.0211
O	-0.0105	0.0033	-0.0003
O	-0.0018	-0.0011	0.0025
O	-0.0055	-0.0012	-0.0017
O	-0.0005	-0.0006	0.0029
O	-0.0025	-0.0081	-0.0021
O	-0.0132	0.0004	-0.0158
O	-0.0045	-0.0006	0.0031
O	-0.002	-0.0005	0.0024
O	-0.0112	0.0146	0.0058
O	-0.0021	-0.0021	-0.0016
O	-0.0012	-0.0004	0.0016
O	0.0007	-0.0007	0.0014
O	-0.0002	-0.0005	0.0023
O	-0.0024	-0.0017	0.0026
O	-0.0006	-0.001	0.0043
O	-0.0004	-0.0011	-0.0012
O	-0.0001	-0.0013	-0.0015
O	-0.0005	-0.0012	0.0023
O	-0.0044	-0.0023	0.0002
O	-0.0026	-0.0032	0.0027
O	-0.0018	-0.0006	0.0028
O	-0.0038	0	0.0025
O	-0.0008	0.0003	0.005
O	-0.0027	-0.0004	0.0009
O	-0.0015	-0.002	0.0035
O	-0.0009	-0.002	0.0028
O	-0.0007	-0.0013	0.0018
O	-0.0007	-0.0007	0.0025
O	-0.0025	-0.0011	0.0033
O	-0.0082	-0.0096	-0.0033
O	-0.002	0.0057	0.003
O	-0.001	0.0001	0.0037
O	0.0008	-0.0012	0.0037
O	-0.0012	-0.0008	0.0016
O	-0.0076	-0.0076	-0.0082
O	-0.0013	0.0005	0.0038
O	-0.0051	-0.0105	-0.0055
O	-0.0016	-0.0012	0.0023
O	0.0017	-0.0147	-0.0035
O	-0.0043	-0.0016	-0.0008
O	-0.0066	-0.0081	0.0027
O	-0.0001	-0.0004	0.0033
O	-0.0005	-0.0023	-0.0038
O	-0.04	-0.0032	-0.0051
O	-0.0016	-0.0022	0.004
O	0	-0.002	0.0065
O	-0.0015	0.0007	0.0016
O	-0.0017	-0.0007	0.002
O	0.008	-0.0115	0.0104
O	-0.0013	-0.0011	0.0021
O	-0.0025	-0.0022	0.0029
O	-0.001	-0.0007	0.0022
O	-0.0117	-0.0064	-0.0104
O	-0.0017	-0.0002	0.0029
O	0.0018	0.0039	0.0001
O	-0.0002	-0.0023	0.006
O	-0.0096	-0.0002	-0.0081
O	0.0033	0.002	-0.0023
O	-0.0013	-0.0015	0.0002
O	-0.0007	-0.0035	0.0063
O	-0.0012	-0.0013	0.0033
O	0.0059	0.0134	0.0132
O	-0.0004	-0.0013	0.0037
O	-0.0036	-0.0026	0.0003
O	-0.0004	-0.0048	0.0037
O	-0.0092	-0.0011	0.0011

The program warned: the cutoff lies below the one the program advises for these potential files; the forces do not sum to zero within the program's tolerance; the exchange-correlation potential is rough where the density is thin.
